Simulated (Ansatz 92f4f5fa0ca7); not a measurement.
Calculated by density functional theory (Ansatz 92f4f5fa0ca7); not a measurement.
Periodic cell of 224 atoms, Si128O64H32, with a vacuum gap, from a study of silicon, its oxide and their interface. The atomic structure is a simulated model.

Settings
functional: r2SCAN
potential files: Ansatz PAW
basis: plane waves
wave-function cutoff: 800 eV
density cutoff ratio: 5
exchange-correlation grid ratio: 1
k mesh: 1 x 1 x 1, shifted by 0.5 0.5 0 of a step
self-consistency stop: 1e-11 eV per atom in the density residual
occupations: fixed
spin: none
net charge: 0
applied field: sawtooth along c, amplitude +0.015 V/angstrom in the program's sign convention, ramp centred at 0.9878 of c and 0.0243 of c wide, no dipole correction

Cell vectors (angstrom)
a 10.888 0 0
b 0 10.888 0
c 0 0 41.0718

Atoms and the computed forces on them: element, x, y, z (angstrom), force x, y, z (eV/angstrom)
Si 0.2239 -0.0611 25.8982 0.0036 0.0012 0.0135
Si 2.7471 2.6957 26.4242 0.0009 -0.0013 0.0199
Si 0.6661 5.0034 25.9173 -0.0001 -0.0064 0.0266
Si 2.3656 8.4688 25.9101 0.0015 0.0026 0.0259
Si 4.9011 0.5161 26.0842 -0.0027 0.0026 0.0289
Si 7.8346 2.834 26.1396 0.0011 0.0046 0.0262
Si 5.6192 4.9802 26.1929 -0.0013 -0.0036 0.0272
Si 8.5947 8.3636 25.4421 -0.0057 -0.0017 0.0283
Si 1.3021 1.286 27.4905 0.0037 0.007 -0.0034
Si 4.1244 4.0236 27.6695 -0.0013 -0.0037 -0.0089
Si 1.416 6.7814 27.3038 0.0013 0.0015 0.0024
Si 3.9531 9.5963 27.2763 0.0017 -0.001 -0.0045
Si 6.6174 1.4019 27.4788 0.0018 0.0015 -0.0015
Si 9.6071 4.0718 27.1414 -0.0044 -0.0036 -0.0068
Si 6.7687 6.6227 27.3585 -0.0085 -0.0091 0.0067
Si 9.587 9.5759 27.1905 -0.0017 0.0024 0.0045
Si -0.0796 2.7259 28.6897 0.0024 -0.0042 -0.0123
Si 2.677 -0.0578 28.8136 0.0002 0.0016 -0.0079
Si -0.0362 8.1224 28.6214 -0.001 -0.0045 -0.0085
Si 2.7583 5.5325 28.7899 0.0089 -0.0033 -0.0126
Si 5.4339 2.6796 28.9976 -0.0003 0.0035 -0.0114
Si 8.1194 -0.0324 28.5976 -0.0046 0.0023 -0.0151
Si 5.4143 8.1751 28.5761 0.0003 -0.0036 -0.017
Si 8.2564 5.3853 28.6801 -0.0037 0.0015 -0.0179
Si 1.337 4.0957 30.0375 -0.0002 -0.0048 0.0093
Si 4.0232 1.3 30.202 0.0021 0.0016 0.0002
Si 1.3058 9.4503 30.0753 0.009 0.001 0.0108
Si 4.1294 6.8679 30.0925 -0.0064 -0.0011 0.0008
Si 6.8827 4.0883 30.1369 -0.0025 -0.0035 0.0067
Si 9.4641 1.3363 30.0241 0.0003 0.0069 0.0013
Si 6.7848 9.4977 29.9894 -0.0034 0.0009 0.0055
Si 9.527 6.7965 30.0475 -0.001 -0.0032 0.007
Si -0.0375 -0.0165 31.3908 -0.0059 0.0168 0.0308
Si 2.6732 2.7377 31.4529 0.0088 0.0006 0.0131
Si 0.0005 5.4462 31.4217 -0.0007 -0.0045 0.0196
Si 2.7183 8.1663 31.45 0.01 -0.0057 0.0159
Si 5.4554 -0.0529 31.4446 -0.0027 0.0006 0.0155
Si 8.1829 2.6892 31.4685 0.0034 0.0013 0.0194
Si 5.4837 5.476 31.4322 0.0018 -0.0083 0.0163
Si 8.1477 8.1582 31.3881 -0.0005 0.0032 0.0282
Si 1.3194 1.3504 32.7762 0.0112 -0.0017 0.1754
Si 4.0905 4.098 32.7683 -0.0099 -0.0131 0.1663
Si 1.3676 6.7914 32.7872 -0.0108 -0.002 0.1751
Si 4.0761 9.5201 32.8097 -0.0072 0.0036 0.1812
Si 6.7985 1.3371 32.7951 0.0028 0.0062 0.1729
Si 9.5419 4.077 32.7947 -0.0027 0.0011 0.1722
Si 6.8197 6.8232 32.7989 -0.0055 -0.0048 0.1825
Si 9.5056 9.5222 32.7676 -0.0078 -0.0223 0.1774
Si -0.0014 2.7141 34.1519 -0.0395 0.0435 0.3795
Si 2.7094 0.015 34.1398 0.0191 -0.0474 0.254
Si -0.0005 8.1626 34.1288 -0.0467 0.0129 0.196
Si 2.7373 5.4545 34.1391 -0.0066 -0.0654 0.3398
Si 5.4415 2.7196 34.1307 -0.0419 -0.0102 0.2468
Si 8.1699 -0.0001 34.1493 -0.0588 -0.078 0.3146
Si 5.4536 8.1764 34.1507 -0.0683 -0.0593 0.3966
Si 8.1709 5.4442 34.1444 0.034 -0.0138 0.2795
Si 1.3726 4.085 6.9082 -0.0647 0.0599 -0.3898
Si 4.0739 1.3766 6.9299 0.0699 -0.0179 -0.2411
Si 1.3603 9.5255 6.9297 0.0372 0.0198 -0.2071
Si 4.1017 6.8176 6.925 0.0578 0.0873 -0.3689
Si 6.8096 4.0737 6.9294 0.015 0.014 -0.2154
Si 9.5227 1.3673 6.9458 0.0517 0.0141 -0.2535
Si 6.8069 9.5447 6.9381 0.0492 0.0354 -0.3286
Si 9.5278 6.8102 6.9339 -0.029 0.0018 -0.2406
Si -0.011 -0.0088 8.2916 -0.0037 0.0015 -0.1768
Si 2.7295 2.7575 8.2793 -0.0018 -0.0197 -0.1896
Si 0.0031 5.4256 8.2678 -0.0082 -0.0057 -0.1834
Si 2.7626 8.1887 8.2861 0.0029 0.0107 -0.1735
Si 5.456 0.0307 8.2895 0.0008 0.0123 -0.177
Si 8.1828 2.7412 8.3157 0.0053 0.0088 -0.1757
Si 5.4452 5.444 8.2707 0.0315 0.0211 -0.1852
Si 8.1646 8.1844 8.2906 0.0099 -0.0015 -0.1731
Si 1.3607 1.3876 9.5936 -0.0089 -0.003 -0.0147
Si 4.0773 4.1243 9.6496 -0.0029 0.0056 -0.0285
Si 1.3884 6.7865 9.5699 -0.0014 0.0067 -0.0139
Si 4.138 9.5467 9.6674 -0.0027 -0.0087 -0.0209
Si 6.7985 1.3995 9.6607 0.0048 -0.0107 -0.0159
Si 9.5542 4.0934 9.6942 0.001 0.0026 -0.0272
Si 6.8152 6.7899 9.616 -0.007 0.0061 -0.0127
Si 9.4991 9.5451 9.6817 0.0063 -0.0078 -0.0191
Si 0.0094 2.6593 11.0303 0.0067 0 -0.0071
Si 2.7529 0.0864 10.9375 -0.0016 0.0021 -0.0116
Si 0.0508 8.1292 10.9112 0.0048 -0.003 -0.0051
Si 2.6859 5.4621 11.0058 -0.0055 0.0064 -0.0064
Si 5.4703 2.8112 10.9994 0.0041 -0.0046 -0.0072
Si 8.1089 0.0335 11.0624 0.0014 0.0025 -0.0038
Si 5.4892 8.1217 11.0078 0.0017 -0.0041 -0.007
Si 8.2019 5.5196 11.0204 -0.0021 0.0049 -0.0081
Si 1.3221 4.068 12.3697 0.0034 -0.0041 0.0116
Si 4.0254 1.5096 12.32 -0.0025 0.0002 0.014
Si 1.3505 9.5954 12.174 -0.0019 -0.0074 0.0153
Si 4.0201 6.8604 12.3569 0.0017 0.0004 0.0105
Si 6.8623 4.1674 12.3885 -0.0046 0.0026 0.0106
Si 9.5125 1.342 12.4557 -0.0046 -0.0022 0.0127
Si 6.9229 9.3792 12.4197 0.0024 0.0054 0.0099
Si 9.6119 6.8601 12.3899 0.0051 0.0002 0.0127
Si -0.3118 -0.4503 13.5805 0.0158 0.0102 0.0151
Si 2.9759 3.061 13.6994 0.0044 0.0074 0.0099
Si -0.2541 5.1784 13.6584 0.0035 0.0073 0.0093
Si 2.7741 8.4525 13.5915 -0.0068 0.0012 0.0072
Si 5.3807 -0.6935 13.9563 0.0099 0.0032 0.0226
Si 8.3859 2.9777 13.7392 -0.0033 -0.0085 0.014
Si 5.2519 5.3418 13.6447 -0.0058 -0.0043 0.0114
Si 8.8399 8.6875 13.6545 -0.0111 -0.0118 0.0155
Si 6.3205 0.0286 21.324 0.007 -0.0074 0.0458
Si -1.1361 1.2853 24.2567 -0.0009 -0.0006 0.0451
Si 22.007 32.3612 16.6256 0.003 0.0013 0.0402
Si -26.473 -1.3674 24.0089 -0.0016 0.0028 0.035
Si -4.0193 -8.5696 16.4592 -0.0004 0.0054 0.0414
Si 8.7218 19.8406 16.7608 0.0025 0.0007 0.04
Si -11.2305 13.4538 20.012 -0.0093 0.0019 0.0411
Si -3.3006 28.3804 20.1267 0.0022 -0.0014 0.0361
Si -37.2617 43.1063 16.9592 -0.0064 -0.0004 0.0316
Si -4.2526 13.8745 21.5183 0.0039 -0.0008 0.0403
Si -13.7782 36.4052 18.8716 0.0047 0.0011 0.0431
Si -12.2377 14.6063 22.5791 0.0044 0.001 0.0435
Si -1.5322 10.8695 21.4039 -0.0033 0.0017 0.0468
Si 12.4593 6.6637 15.6804 0.0049 -0.0038 0.034
Si -17.3443 16.6632 16.3623 -0.0025 0.007 0.0414
Si -39.7062 13.742 16.5162 0.0058 -0.0043 0.0362
Si -0.5384 28.2466 23.5296 0.0045 -0.0019 0.0475
Si -16.8371 18.1208 19.0721 0.0056 -0.0046 0.0441
Si -33.193 7.9583 20.9044 -0.0002 -0.001 0.0511
Si -10.5994 29.7173 18.0085 -0.0016 -0.0028 0.0405
Si -6.7179 10.1486 19.1088 0.0075 -0.0005 0.0416
Si 5.251 27.4177 21.5187 -0.0067 0.0015 0.0469
Si -17.409 17.8668 24.1324 -0.004 0.0001 0.0436
Si 12.8891 1.3412 18.4959 -0.0059 0.0002 0.0373
O -16.2883 8.1153 24.3463 0.001 -0.0004 -0.0178
O -14.4322 25.3209 17.4045 -0.008 -0.0095 -0.03
O -5.8853 -10.1133 13.4152 -0.0001 0.0035 -0.0142
O -4.8094 9.7681 22.4278 -0.0009 0.0107 -0.0413
O 8.8856 18.3045 20.5621 -0.0049 -0.0018 -0.017
O -3.1765 9.394 24.5431 -0.0057 0.0023 -0.0191
O 1.7665 36.4592 25.6387 -0.0067 0.0077 -0.0175
O -1.3849 24.887 18.8836 -0.0046 0.002 -0.0197
O 4.1824 4.3438 17.0394 -0.0001 0.001 -0.0172
O -34.204 0.3709 22.9765 -0.0042 -0.0089 -0.0361
O -13.925 32.4912 20.826 -0.0012 0.0008 -0.0174
O -14.7432 13.886 19.9443 0.0069 0.0024 -0.0304
O 2.9744 29.4587 24.5898 0.0064 -0.0066 -0.0185
O 11.347 5.7181 15.0168 -0.0049 -0.005 -0.0186
O 0.0657 18.0664 22.1978 0.0003 0.0096 -0.0294
O 8.0089 14.1365 22.3368 -0.011 -0.0011 -0.0191
O -6.3196 16.8859 20.0752 -0.0013 0.0098 -0.0275
O 4.357 -4.4635 22.6145 0.0079 -0.0105 -0.0366
O -9.5984 -1.2629 25.3793 0.0002 -0.0009 -0.0083
O -23.1484 10.3793 16.7845 0.0002 -0.0009 -0.0127
O -6.8913 31.1375 14.2086 0.0001 -0.0035 -0.0103
O 11.4552 -5.1411 24.4582 -0.0071 0.0067 -0.024
O -12.3821 5.2487 23.0671 -0.0024 -0.0059 -0.0133
O -2.3004 30.144 15.2551 0.0007 -0.0016 -0.0357
O -9.9917 9.3122 17.3869 0.0002 0.0054 -0.0171
O -0.8176 1.1253 20.5422 0.0076 0.008 -0.0222
O 7.7403 2.3509 15.0987 0.0117 0.005 -0.033
O 8.0337 -16.4601 19.2475 0.0019 -0.007 -0.0154
O 0.8812 22.7275 17.3852 -0.005 -0.007 -0.0199
O 6.7319 25.7045 25.538 0.0008 -0.0005 -0.008
O -16.478 13.1993 16.0584 -0.004 0.0034 -0.0132
O 11.342 10.7334 15.0289 -0.0043 -0.0005 -0.0308
O -17.5921 15.0256 13.8476 -0.0033 0.0005 -0.0066
O -6.8576 -13.2277 19.3787 0.0005 -0.0001 -0.014
O -17.0486 6.8407 17.5215 -0.0039 -0.0121 -0.0304
O -5.4051 10.7893 24.6979 0.0094 -0.0092 -0.0237
O -12.1868 18.4782 24.4133 0.0085 -0.0078 -0.021
O -27.4277 32.5208 20.1574 -0.0152 -0.004 -0.0313
O 2.7389 21.8231 19.1931 -0.004 0.0047 -0.0168
O -14.7223 11.8317 17.2971 -0.0006 0.001 -0.0146
O 6.1174 12.4039 21.9291 0.0005 -0.0003 -0.0102
O 5.5834 -15.9582 15.2009 0.0067 -0.0013 -0.0315
O 1.1863 13.2275 19.4999 0.0132 -0.0069 -0.0172
O 7.6492 7.2547 26.1236 0.0124 0.0115 -0.01
O -4.3635 29.2938 19.3093 -0.0066 0.0038 -0.0168
O -31.5313 17.6963 17.2309 0.0052 -0.0044 -0.0254
O 10.2702 13.6262 23.6698 -0.0026 0.0107 -0.025
O -0.6685 20.4149 21.2289 0.0032 -0.0056 -0.0172
O -15.6531 10.3546 15.3663 -0.0059 -0.0042 -0.0338
O -21.3387 29.5486 19.6084 0.0061 -0.0001 -0.0379
O -23.0787 -13.8796 17.6407 -0.0051 0.0045 -0.0155
O -29.8879 2.6634 15.2903 -0.0061 -0.0012 -0.0311
O -22.217 68.9669 21.2319 0.0066 -0.0058 -0.0306
O 12.6132 29.7985 14.7984 0.0067 0.0033 -0.022
O -1.3806 14.9889 14.1704 -0.0008 -0.0012 -0.0094
O -2.4971 34.3857 25.0546 0.0111 -0.0068 -0.0151
O 3.0464 6.0603 15.5925 -0.0033 0.0035 -0.0111
O -3.6206 20.116 17.3883 0.0035 -0.0004 -0.0133
O -14.9831 6.1737 21.4809 0.0059 0.0022 -0.0159
O 4.7318 5.6836 25.0201 -0.0058 0.0111 -0.0288
O 4.835 10.3329 17.6398 0.01 0.0024 -0.0213
O -18.5547 13.0034 17.7949 0.0086 0.0085 -0.0222
O -28.8632 12.5619 25.6198 0.0048 -0.0036 -0.009
O -27.2384 4.047 21.7975 0.0019 0.0002 -0.0154
H 0.8214 3.535 35.0844 -0.2179 -0.3197 -0.2715
H -0.8284 1.8975 35.0844 0.2853 0.3481 -0.2514
H 1.8962 -0.8153 35.0722 0.2881 0.2999 -0.2596
H 3.5321 0.8359 35.0722 -0.3485 -0.2575 -0.2733
H -0.8245 7.343 35.0612 0.3048 0.3084 -0.2696
H 0.8206 8.985 35.0612 -0.3047 -0.2727 -0.2829
H 1.917 4.6312 35.0716 0.3007 0.2448 -0.2685
H 3.5595 6.2759 35.0716 -0.3124 -0.2912 -0.2788
H 6.2675 3.5371 35.0632 -0.2818 -0.292 -0.2826
H 4.6122 1.9053 35.0632 0.2882 0.3261 -0.2664
H 8.9872 0.8261 35.0818 -0.2738 -0.3238 -0.2919
H 7.3421 -0.8158 35.0818 0.3367 0.2955 -0.2497
H 6.2708 9.0027 35.0832 -0.3245 -0.2877 -0.2739
H 4.6339 7.3525 35.0832 0.3503 0.2669 -0.2405
H 7.3519 4.6196 35.0768 0.2728 0.3075 -0.2691
H 8.9899 6.2688 35.0768 -0.2825 -0.3323 -0.2549
H 2.193 4.9082 5.9758 -0.3174 -0.257 0.2556
H 0.5499 3.2641 5.9758 0.3386 0.2498 0.2469
H 3.2512 0.5556 5.9974 0.282 0.2899 0.2808
H 4.9031 2.1909 5.9974 -0.3151 -0.3009 0.2474
H 0.5392 8.7031 5.9972 0.3405 0.2612 0.2766
H 2.1735 10.3558 5.9972 -0.3138 -0.2694 0.2652
H 4.9214 7.6415 5.9926 -0.2987 -0.3416 0.2286
H 3.2796 5.9962 5.9926 0.2535 0.3013 0.2792
H 7.6286 4.8983 5.9969 -0.2873 -0.289 0.2625
H 5.9836 3.2561 5.9969 0.346 0.2565 0.2679
H 8.7053 0.5411 6.0134 0.271 0.3442 0.2699
H 10.3497 2.1839 6.0134 -0.2899 -0.2867 0.2778
H 7.6347 10.3605 6.0056 -0.3081 -0.3183 0.2435
H 5.9896 8.7184 6.0056 0.2718 0.333 0.2781
H 10.3518 7.6298 6.0015 -0.2937 -0.319 0.2625
H 8.7087 5.9857 6.0015 0.2534 0.3265 0.264

Results
free energy: -118876.434 eV
free energy less fixed offsets of H -15.71, O -570.45, Si -639.56 eV per atom: -1.234 eV

The program warned: the cutoff lies below the one the program advises for these potential files; the forces do not sum to zero within the program's tolerance; empty levels may hold ghost states of the PAW files; the exchange-correlation potential is rough where the density is thin.
